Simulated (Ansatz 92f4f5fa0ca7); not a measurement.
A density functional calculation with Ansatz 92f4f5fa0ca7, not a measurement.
Periodic cell of 208 atoms, Si124O76B8, from a study of silicon, its oxide and their interface. The atomic structure is a simulated model.
Doubt: the cutoff is far below the 930 eV that the study's wrapper takes by default for these files, so forces and energies are approximate.
This geometry differs little from another in the collection (a relaxation step or a small displacement).

Settings
functional: PBE
potential files: Ansatz PAW
basis: plane waves
wave-function cutoff: 580 eV
density cutoff ratio: 5
exchange-correlation grid ratio: 1
k mesh: 1 x 1 x 1, Gamma-centred
self-consistency stop: 5e-08 eV per atom in the density residual
occupations: fixed
spin: none
net charge: 0

Cell vectors (angstrom)
a	10.938	0	0
b	0	10.938	0
c	0	0	31.4213

Atoms: element, x, y, z (angstrom)
B	10.2699	0.7572	24.8993
Si	6.1477	10.611	24.1886
B	1.77	3.2655	24.9818
B	9.1004	2.1089	24.9473
B	0.6019	4.6334	24.8947
Si	4.5876	5.5609	23.911
Si	3.2666	7.6535	24.0641
Si	7.7057	8.7389	24.0994
Si	1.2469	1.3119	25.1713
Si	7.1404	1.517	25.3693
Si	3.7298	3.8848	25.3875
Si	9.6499	4.0713	25.1871
Si	1.2831	6.6158	25.1536
Si	6.6922	6.7278	25.1005
Si	4.2051	9.5432	25.2814
Si	9.6347	9.7521	25.2318
Si	2.7204	-0.0038	26.5632
Si	8.2442	-0.0249	26.752
Si	0.0174	2.7272	26.6657
Si	5.4678	2.7317	26.6005
Si	2.695	5.5136	26.7212
Si	8.2012	5.451	26.5223
Si	0.0113	8.1868	26.5276
Si	5.5085	8.1413	26.6492
Si	4.1018	1.3673	28.0031
Si	9.5708	1.3673	28.0031
Si	1.3673	4.1018	28.0031
Si	6.8362	4.1018	28.0031
Si	4.1018	6.8362	28.0031
Si	9.5708	6.8362	28.0031
Si	1.3673	9.5708	28.0031
Si	6.8362	9.5708	28.0031
Si	0	0	29.3703
Si	5.469	0	29.3703
Si	2.7345	2.7345	29.3703
Si	8.2035	2.7345	29.3703
Si	0	5.469	29.3703
Si	5.469	5.469	29.3703
Si	2.7345	8.2035	29.3703
Si	8.2035	8.2035	29.3703
Si	1.3673	1.3673	30.7376
Si	6.8362	1.3673	30.7376
Si	4.1018	4.1018	30.7376
Si	9.5708	4.1018	30.7376
Si	1.3673	6.8362	30.7376
Si	6.8362	6.8362	30.7376
Si	4.1018	9.5708	30.7376
Si	9.5708	9.5708	30.7376
Si	2.7345	0	0.6835
Si	8.2035	0	0.6835
Si	0	2.7345	0.6835
Si	5.469	2.7345	0.6835
Si	2.7345	5.469	0.6835
Si	8.2035	5.469	0.6835
Si	0	8.2035	0.6835
Si	5.469	8.2035	0.6835
Si	4.1018	1.3673	2.0507
Si	9.5708	1.3673	2.0507
Si	1.3673	4.1018	2.0507
Si	6.8362	4.1018	2.0507
Si	4.1018	6.8362	2.0507
Si	9.5708	6.8362	2.0507
Si	1.3673	9.5708	2.0507
Si	6.8362	9.5708	2.0507
Si	0	0	3.418
Si	5.469	0	3.418
Si	2.7345	2.7345	3.418
Si	8.2035	2.7345	3.418
Si	0	5.469	3.418
Si	5.469	5.469	3.418
Si	2.7345	8.2035	3.418
Si	8.2035	8.2035	3.418
Si	1.3334	1.3593	4.8851
Si	6.8285	1.3717	4.7065
Si	4.1301	4.1386	4.8714
Si	9.5678	4.0874	4.7075
Si	1.3619	6.8464	4.6676
Si	6.8237	6.8408	4.8925
Si	4.0519	9.5989	4.6992
Si	9.5709	9.6077	4.9037
Si	2.7192	-0.1055	6.2248
Si	8.2207	0.2378	6.2428
Si	-0.1427	2.7495	6.2214
Si	5.6992	2.8247	6.1824
Si	2.8136	5.7289	6.136
Si	8.2427	5.339	6.2083
Si	0.2406	8.2702	6.1643
Si	5.2916	8.256	6.1764
Si	4.469	1.1301	7.4404
B	8.8754	2.1609	6.6272
Si	1.0852	4.5691	7.3594
B	7.6251	3.4337	6.6171
B	3.4045	7.645	6.5925
Si	10.1783	6.3694	7.3445
B	2.1484	8.9066	6.6079
Si	6.2589	10.1591	7.3981
O	3.7331	1.9144	8.7594
O	6.728	9.3691	8.783
O	9.5234	6.9927	8.7408
O	1.8964	3.951	8.705
O	3.3687	8.3715	22.5509
O	4.3717	4.8465	22.3745
O	6.031	0.2365	22.6321
O	7.9154	8.4935	22.4731
Si	9.5144	-0.1366	16.9219
Si	4.6689	3.9355	21.0216
Si	5.5029	-0.1027	17.0899
Si	10.6737	2.2627	15.4321
Si	9.2001	2.3373	12.5819
Si	1.4544	7.863	11.7035
Si	8.7256	9.6553	14.286
Si	8.9029	4.3821	16.8228
Si	8.8798	6.4348	14.5229
Si	1.765	5.9949	16.4074
Si	6.8256	0.2183	12.5402
Si	2.4408	2.5914	19.0062
Si	7.7443	10.7307	19.2224
Si	5.1584	2.4488	13.7903
Si	0.1897	4.5105	18.7577
Si	0.6241	10.4587	13.3189
Si	2.9932	8.069	20.9991
Si	5.0283	4.6465	11.4774
Si	3.5041	-0.1899	19.4649
Si	4.9101	6.0591	16.7791
Si	5.8609	1.0318	21.2412
Si	8.1841	8.0866	20.9359
Si	7.9765	5.2221	12.036
Si	2.7876	2.0955	15.9062
Si	9.5315	7.3464	10.3197
Si	6.8529	9.0674	10.3669
Si	2.2705	10.0059	15.8871
Si	4.7702	8.5581	14.9932
Si	0.5005	8.4977	17.4643
Si	5.586	6.5011	19.7595
Si	6.1904	3.0804	16.3382
Si	0.1799	7.0173	20.2964
Si	0.9981	2.4139	12.0064
Si	0.8591	5.3331	13.5673
Si	2.9968	3.1264	9.6003
Si	4.4859	7.6446	11.9095
O	10.2748	5.7833	13.9664
O	4.8955	3.4464	12.5578
O	4.1916	7.1658	20.3287
O	9.0921	5.9956	11.1314
O	3.868	2.5894	14.7877
O	6.5073	10.4927	11.0951
O	1.3348	2.4792	15.3026
O	0.3623	7.802	18.8961
O	6.9411	7.1618	20.3957
O	9.9393	10.218	13.3262
O	7.6208	3.4032	17.0394
O	1.0233	10.1908	14.8692
O	0.151	7.7664	10.6896
O	7.9983	1.3091	12.2855
O	1.2212	0.9759	12.8171
O	0.8735	3.0702	19.1167
O	5.6861	1.5587	16.8574
O	1.0877	5.0623	17.5327
O	3.036	0.49	15.9211
O	4.1821	10.4983	18.0049
O	5.5147	2.6107	21.4775
O	4.7815	8.4297	13.3423
O	5.2947	4.4633	16.5702
O	8.9462	0.4425	18.3355
O	1.6886	9.613	17.3639
O	4.4636	6.0241	12.138
O	3.1982	8.7857	15.3606
O	1.2939	9.2942	12.4368
O	9.5491	4.5765	18.3125
O	2.9665	2.7116	17.4289
O	10.5446	1.0377	16.485
O	6.6787	10.2854	18.0763
O	4.6542	0.2852	20.487
O	6.4232	2.9287	14.7199
O	10.0551	3.6459	15.9652
O	2.8273	9.411	20.0906
O	8.5461	5.7702	16.0037
O	4.1597	4.1629	10.1686
O	8.3866	8.4998	10.6415
O	7.1942	0.8959	20.2948
O	7.3448	9.9127	13.4654
O	8.9381	8.0678	14.6285
O	3.385	3.4451	20.0767
O	9.8779	1.9939	14.0373
O	1.4325	6.5031	12.5972
O	8.5885	3.8189	12.5425
O	5.7069	8.0057	10.874
O	7.7099	6.0825	13.4158
O	10.0709	9.2949	17.171
O	8.2744	9.4134	20.0043
O	0.2755	5.4087	20.1028
O	0.846	7.3557	16.3447
O	1.0008	3.8511	12.8551
O	8.5205	10.559	15.6448
O	2.1529	2.4867	10.8648
O	9.6559	7.3594	20.9243
O	5.5968	4.8988	20.0872
O	3.0261	7.9773	11.1915
O	10.3928	2.2527	11.4499
O	1.7693	5.3245	14.9272
O	3.2913	6.1952	16.9201
O	5.331	7.1202	15.5814
O	5.5046	9.8676	15.7352
O	5.621	6.636	18.1342
O	6.6197	4.9273	11.1626
O	5.5049	0.9579	13.1875
O	2.4021	1.0079	19.393
O	1.5068	7.3923	21.1626

Results
free energy: -123285.280 eV
free energy less fixed offsets of B -154.04, O -568.88, Si -635.61 eV per atom: -2.440 eV

Forces (eV/angstrom), in the order of the atoms: element, x, y, z
B	-0.3463	0.2183	-0.0212
Si	0.0198	-0.0001	-0.0823
B	-0.2628	0.2559	0.0123
B	0.1434	-0.1624	-0.0174
B	0.5384	-0.2245	-0.012
Si	-0.0208	-0.017	-0.061
Si	-0.0496	-0.1022	-0.0308
Si	0.0026	0.0144	-0.0546
Si	0.2582	-0.0455	-0.1108
Si	0.0343	0.0146	-0.0199
Si	-0.0346	0.0114	0.0123
Si	-0.4483	-0.0852	-0.1393
Si	0.0159	-0.0058	0.0626
Si	0.0296	-0.0061	0.0636
Si	-0.0195	-0.0228	0.0482
Si	-0.0448	-0.118	-0.0247
Si	0.0917	-0.038	0.03
Si	-0.0954	-0.0793	0.0082
Si	0.028	0.0561	-0.0176
Si	0.0092	0.0255	-0.012
Si	0.1353	0.1555	0.047
Si	-0.0904	0.0994	0.0401
Si	0.047	-0.0053	-0.0082
Si	0.0167	0.0069	0.0482
Si	-0.0031	-0.2123	-0.4293
Si	0.2162	-0.0754	1.0098
Si	0.0231	0.2244	0.8395
Si	-0.1063	0.1782	-0.4938
Si	0.119	0.1903	0.4847
Si	-0.1763	0.1048	-0.7795
Si	-0.03	-0.273	-0.6052
Si	-0.0503	-0.5078	0.4562
Si	0.1069	0.1749	0.0134
Si	-0.0856	-0.0937	-0.0336
Si	-0.03	-0.0028	-0.0562
Si	0.1052	0.0822	-0.054
Si	-0.0762	-0.1584	-0.0244
Si	0.063	0.1237	0.0086
Si	0.1313	0.0566	-0.0115
Si	-0.0248	0.0571	-0.0126
Si	0.045	-0.0833	-0.0287
Si	-0.0473	-0.0951	-0.02
Si	-0.0207	-0.0461	-0.0277
Si	-0.0894	0.0576	0.0342
Si	-0.0221	0.0108	-0.0151
Si	0.0153	-0.0464	-0.0234
Si	-0.08	-0.0161	0.0478
Si	-0.0985	-0.1403	-0.0209
Si	-0.003	0.154	0.0235
Si	0.1078	0.0453	-0.0016
Si	0.1142	-0.0329	-0.0237
Si	0.0077	0.0863	0.0161
Si	0.0776	0.0284	0.0029
Si	-0.033	0.1154	0.0124
Si	0.0227	0.1122	0.0106
Si	0.1274	-0.0204	-0.0217
Si	-0.0344	-0.1189	0.0375
Si	-0.1058	0.0337	0.0397
Si	-0.1002	-0.0407	0.0342
Si	0.0706	-0.0351	0.0481
Si	-0.0392	0.1044	0.0524
Si	-0.0574	-0.1089	0.0359
Si	0.065	-0.1469	0.0209
Si	-0.1206	-0.0603	0.046
Si	-0.0554	0.0487	0.5842
Si	0.0177	0.0686	-0.7014
Si	0.0647	0.0842	0.8913
Si	-0.0731	-0.1392	-0.7992
Si	-0.0452	-0.0147	-0.7953
Si	0.1713	0.1483	0.5033
Si	-0.1032	0.0852	-1.0552
Si	0.0895	0.1366	0.8948
Si	-0.0127	-0.026	-0.0064
Si	-0.0728	-0.0705	-0.04
Si	-0.0436	-0.0415	0.019
Si	-0.1118	-0.0998	0.0434
Si	-0.0815	-0.0716	-0.0353
Si	-0.0244	-0.0324	-0.0042
Si	-0.104	-0.1129	0.0553
Si	-0.0512	-0.0587	0.0216
Si	0.0274	0.2983	0.0216
Si	0.007	-0.0535	-0.0298
Si	0.2775	0.0277	0.0087
Si	-0.0893	0.0094	-0.0624
Si	0.0019	-0.1059	-0.034
Si	0.0097	0.1966	0.0454
Si	-0.0207	0.0239	-0.0308
Si	0.2223	0.0338	0.0524
Si	0.0539	-0.0336	0.0275
B	-0.2797	0.2167	0.0989
Si	-0.023	0.0605	0.0407
B	0.3058	-0.168	0.0705
B	-0.1881	0.2964	0.0835
Si	0.057	-0.0436	0.0066
B	0.2058	-0.296	0.0673
Si	-0.0508	0.0557	-0.0035
O	0.003	-0.0086	-0.0233
O	0.0063	0.0068	-0.032
O	-0.0012	-0.0055	-0.0189
O	-0.0149	-0.0052	-0.0283
O	0.0132	0.0165	-0.0047
O	0.0063	-0.0589	-0.0815
O	0.0041	0.0025	0.0121
O	-0.0153	0.0056	0.0187
Si	-0.0001	0.0003	-0.0189
Si	-0.0185	0.0574	0.0166
Si	-0.0004	0.0024	-0.0082
Si	-0.005	0.0033	-0.0126
Si	0.0086	-0.0021	-0.0013
Si	-0.0094	-0.0043	0.0039
Si	0.0011	0.0018	-0.0183
Si	0.0064	-0.0014	-0.0134
Si	0.0014	-0.0014	-0.0176
Si	-0.0083	-0.0032	-0.002
Si	0.0041	-0.0042	-0.0159
Si	-0.0058	0.0122	-0.0232
Si	-0.0013	-0.0056	-0.0188
Si	-0.0058	0.0008	-0.0013
Si	0.0103	-0.0003	-0.0162
Si	0.0025	-0.0056	-0.0118
Si	-0.0013	-0.0184	-0.0294
Si	-0.0127	0.0036	0.0019
Si	0.0082	-0.0063	-0.0199
Si	-0.0042	-0.0046	-0.0163
Si	-0.0052	0.0003	-0.0295
Si	-0.0052	0.0146	-0.0106
Si	0.0217	0.0088	0.0034
Si	-0.0037	0.0038	-0.01
Si	-0.0107	-0.0076	0.0162
Si	-0.0015	0.013	0.019
Si	-0.0081	0.001	-0.0136
Si	-0.0016	0.0011	-0.0142
Si	0.0029	-0.0012	-0.0164
Si	-0.006	-0.0054	0.0074
Si	-0.0029	-0.0025	-0.0107
Si	0.0137	-0.0059	-0.027
Si	0.0047	0.0014	-0.0067
Si	-0.0018	-0.0046	-0.013
Si	-0.0033	0.0038	0.0335
Si	0.0098	0.0035	0.0017
O	0.0024	0.0015	0.0049
O	0.0055	-0.0004	-0.0048
O	0.0012	0.0016	0.005
O	-0.0025	0.0062	-0.009
O	0.0011	-0.0006	-0.0003
O	0.001	-0.0085	-0.0165
O	0.0024	0.0009	0.0008
O	0.0001	0.0039	0.0048
O	-0.006	-0.008	-0.0025
O	0.0005	0.0013	0.0026
O	0.0034	-0.0005	0.0081
O	-0.0007	-0.0001	0.006
O	-0.0005	0.0015	-0.0077
O	-0.0054	-0.0003	-0.0029
O	0.0006	-0.0086	0.0033
O	-0.0016	-0.0013	0.008
O	0.0005	-0.0028	0.0033
O	0.003	0.0024	0.0052
O	0.0017	-0.0011	0.0039
O	-0.0013	0.0009	0.0046
O	0.007	-0.0087	0.0157
O	-0.0026	0.003	0.0049
O	-0.0013	0.0047	0.0058
O	-0.0024	0.0042	0.0075
O	0.0001	0.0032	0.0068
O	-0.003	-0.0033	-0.0003
O	0.0002	-0.004	0.0041
O	0.0021	0.0076	0.0059
O	-0.0031	-0.001	0.0087
O	0.0003	-0.0008	-0.0045
O	0.0009	-0.0021	0.007
O	0.0023	0.0013	0.0039
O	-0.0165	0.0037	0.0122
O	0.0023	0.0019	0.0029
O	-0.0012	-0.0002	0.0034
O	-0.0054	0.0069	0.0132
O	-0.0048	0.0023	0.0056
O	0.0127	0.0144	-0.0059
O	0.0063	0.0037	-0.0213
O	0.0074	0.0035	0.0024
O	-0.0001	-0.0009	0.0052
O	-0.0003	0.0003	0.0088
O	-0.0118	-0.0136	0.0126
O	0.0012	-0.0026	0.0039
O	0.0041	-0.0067	-0.0029
O	-0.004	0.0012	-0.0019
O	-0.0049	-0.0072	-0.0008
O	-0.0029	-0.0002	0.0056
O	0.0006	-0.0002	0.0047
O	0.0035	0.0065	0.0037
O	-0.0018	-0.0028	0.0183
O	0.0007	0.0012	0.0034
O	-0.0016	0.0108	0.0049
O	-0.001	0.0005	0.0064
O	-0.0121	-0.0024	-0.0149
O	0.0039	-0.0044	0.0095
O	0.0083	0.004	-0.003
O	0.0063	-0.003	-0.0147
O	-0.0004	-0.0016	-0.0061
O	0.0027	0.0011	0.0027
O	0.004	0.0012	0.0043
O	0.0024	0.0003	0.0046
O	0.0013	0.0005	0.0026
O	0.0031	0.0017	0.0006
O	-0.0042	-0.0009	-0.0093
O	-0.0029	0.0028	0.0043
O	-0.0026	-0.0071	0.0196
O	0.0007	0.0037	0.0038

The program warned: the cutoff lies below the one the program advises for these potential files; the forces do not sum to zero within the program's tolerance; the exchange-correlation potential is rough where the density is thin.
